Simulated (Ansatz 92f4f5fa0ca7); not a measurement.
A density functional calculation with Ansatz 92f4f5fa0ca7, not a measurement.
Periodic cell of 186 atoms, Si104O82, from a study of silicon, its oxide and their interface. The atomic structure is a simulated model.

Settings: functional r2SCAN; potential files Ansatz norm-conserving; basis plane waves; wave-function cutoff 1300 eV; density cutoff ratio 4; exchange-correlation grid ratio 1; k mesh 2 x 2 x 1, shifted by 0.5 0.5 0.5 of a step; self-consistency stop 5e-08 eV per atom in the density residual; occupations Fermi-Dirac, 0.05 eV; spin none; net charge 0.

Cell vectors (angstrom)
a	11.5403	0	0
b	0	11.5403	0
c	2.0144	-2.5882	24.0944

Atoms and the computed forces on them: element, x, y, z (angstrom), force x, y, z (eV/angstrom)
Si	2.03	3.4921	-1.2654	0.0875	0.2253	-0.5719
Si	2.0984	6.5671	-0.9317	0.0346	-0.0209	-0.9157
Si	2.1682	9.5701	-1.5726	0.0575	-0.209	-0.5337
Si	5.7613	3.3482	-1.6072	-0.0433	0.2521	-0.4691
Si	5.8739	6.4234	-0.9838	-0.0823	0.0693	-0.8607
Si	5.7148	9.4536	-1.3818	0.1171	-0.0861	-0.5041
Si	9.8613	2.6058	-1.5684	0.1603	0.0193	-0.2891
Si	9.9192	6.9357	-1.4116	0.1374	0.246	-0.353
Si	9.3838	10.0147	-1.3294	-0.2168	-0.1203	-0.1045
Si	3.9653	2.777	-0.1071	0.0548	-0.0051	-0.1114
Si	4.0035	6.5267	0.37	0.0327	-0.0327	-0.2126
Si	3.8783	10.0971	-0.03	0.1304	0.0109	-0.2977
Si	7.7629	2.6036	-0.3025	-0.0631	0.1369	-0.1375
Si	7.9526	6.4094	0.0089	0.0974	0.1484	-0.2771
Si	7.5564	10.1695	0.0365	-0.1774	-0.1343	-0.3851
Si	11.6437	2.8892	-0.0507	-0.0575	-0.1838	-0.1352
Si	11.6273	6.6678	0.1976	-0.1057	-0.0908	-0.2493
Si	11.6135	10.3564	-0.3759	0.0089	-0.2116	-0.2966
Si	3.9768	4.5158	1.4562	-0.0386	-0.0216	0.3091
Si	3.9484	8.4762	1.585	-0.033	0.0586	0.4426
Si	3.9152	12.1896	1.1504	-0.0088	0.0604	-0.1577
Si	7.836	4.4605	1.2569	0.042	-0.1189	-0.037
Si	7.7703	8.3495	1.4374	0.127	-0.0113	0.1142
Si	7.6222	12.2057	1.1875	0.0775	-0.0064	-0.0778
Si	11.5556	4.6808	1.4089	-0.1019	-0.0282	0.213
Si	11.6094	8.6556	1.3709	-0.0066	0.3134	0.1202
Si	11.6498	12.2704	1.1027	-0.0874	-0.0273	-0.0514
Si	1.9914	4.5939	2.6911	0.1459	-0.1548	-0.1939
Si	1.9636	8.5418	2.8016	0.0204	-0.0141	-0.0567
Si	1.998	12.1918	2.5649	-0.0505	0.0113	0.0016
Si	5.9442	4.5402	2.71	-0.1423	-0.0954	-0.0739
Si	5.8978	8.453	2.8681	-0.0447	-0.0312	-0.0035
Si	5.7777	12.1731	2.6512	0.1163	0.1201	0.1069
Si	9.644	4.5861	2.7214	0.0155	-0.0678	-0.0933
Si	9.6932	8.5448	2.7663	-0.0442	-0.0759	-0.0995
Si	9.6452	12.1723	2.5051	0.0402	0.0859	-0.0365
Si	2.0083	2.5922	3.8732	-0.0434	-0.0093	0.0654
Si	2.0076	6.5352	3.979	-0.0951	0.1657	0.2544
Si	1.9956	10.4038	4.2332	0.0576	-0.0206	-0.0242
Si	5.8345	2.5663	3.9736	0.0085	-0.1436	0.0042
Si	5.8956	6.4769	4.064	-0.0237	0.1575	0.1267
Si	5.8557	10.3592	4.2911	0.0398	-0.0667	-0.079
Si	9.6219	2.56	3.8528	0.0483	-0.0187	0.0231
Si	9.6976	6.5612	4.0074	-0.0447	0.1353	0.1265
Si	9.6516	10.4036	4.2159	0.0114	-0.0447	-0.0755
Si	3.8898	2.5248	5.2908	0.0105	-0.0417	-0.2739
Si	3.9226	6.5176	5.3357	-0.0358	0.0441	-0.3242
Si	3.9068	10.3338	5.7123	-0.0027	-0.0763	0.1493
Si	7.7647	2.5617	5.2984	-0.0438	-0.1114	-0.3082
Si	7.8117	6.5774	5.4083	0.0158	0.2339	-0.2489
Si	7.7756	10.3767	5.7413	-0.0206	0.0108	0.1619
Si	11.5748	2.6106	5.0898	0.0376	-0.1936	-0.3639
Si	11.6398	6.5498	5.3217	0.1249	0.0947	-0.2829
Si	11.5977	10.3646	5.6191	-0.0024	-0.1238	0.1401
Si	3.9117	4.5097	6.4557	-0.0994	0.046	0.1745
Si	3.9277	8.1998	6.9855	-0.087	-0.0132	0.1331
Si	3.8688	12.4019	6.9852	-0.0141	0.1286	0.1765
Si	7.7637	4.5539	6.489	0.0763	-0.0069	0.2357
Si	7.8316	8.2742	7.0813	-0.0328	-0.1443	0.1764
Si	7.7313	12.4673	6.9747	0.0977	0.0842	0.2173
Si	11.5856	4.5125	6.3717	-0.1606	-0.0089	0.0707
Si	11.6898	8.2485	6.9589	0.0087	-0.0454	-0.0389
Si	11.5632	12.4977	6.6621	-0.0532	0.0334	0.0323
Si	1.9421	4.4239	7.6434	0.1129	-0.1034	1.0774
Si	2.0231	7.5015	8.3277	0.0964	-0.3684	0.7244
Si	1.8035	12.9402	8.0974	-0.157	0.3634	0.7426
Si	5.8192	4.608	7.7602	0.0846	-0.0195	0.9944
Si	5.8408	7.6626	8.304	0.0298	-0.195	0.6228
Si	5.7935	13.1261	8.2391	0.029	0.1094	0.7208
Si	9.7165	4.5429	7.7311	-0.0549	-0.0388	0.9931
Si	9.8517	7.6079	8.2944	0.0098	-0.3432	0.3435
Si	9.7594	1.5242	8.0624	-0.0661	0.1761	0.7046
Si	10.278	9.2463	11.036	-0.2076	0.0232	0.4342
Si	6.9122	7.2194	17.4313	0.0731	-0.2045	-0.2687
Si	5.5531	11.8847	11.1905	-0.0311	-0.0128	0.448
Si	6.1665	7.9594	20.3513	0.0569	-0.0233	-0.1227
Si	2.9669	4.4383	12.2182	0.1086	0.0973	0.2347
Si	9.2121	11.2224	14.6583	0.0255	-0.0647	0.1241
Si	5.3849	9.1328	16.176	-0.0547	-0.0365	-0.3089
Si	11.6483	7.4588	13.1677	-0.063	-0.2475	0.1491
Si	2.6211	7.379	11.3828	0.1489	-0.2882	0.4623
Si	-0.0896	11.9468	10.2683	-0.0187	0.1678	0.2033
Si	12.7485	4.5046	19.7215	-0.017	-0.0058	-0.3376
Si	0.7047	0.024	14.3855	-0.0087	0.0048	0.1009
Si	10.8862	0.6638	19.8902	0.0579	0.2049	-0.4533
Si	6.8231	10.9822	19.7174	-0.0431	-0.0342	-0.2698
Si	11.3396	9.4471	20.6178	0.0123	-0.0592	-0.2527
Si	10.1969	3.0517	18.4404	-0.2207	0.0878	-0.3036
Si	5.1307	2.7141	13.1152	-0.0912	0.2397	-0.0923
Si	12.6505	7.4117	18.6581	0.1093	-0.1562	-0.413
Si	5.2293	8.9649	11.201	-0.0571	0.0033	0.4424
Si	11.2127	6.4378	15.9432	0.0706	-0.0982	0.0367
Si	8.5788	4.7915	16.6605	-0.0047	-0.0161	0.0425
Si	15.5097	11.7191	19.8416	-0.128	0.0111	-0.3467
Si	0.8511	2.3276	12.4262	0.053	0.0806	0.256
Si	3.1014	10.5252	15.4826	-0.2263	0.0133	-0.2003
Si	11.9965	1.3695	17.206	0.0973	0.0052	-0.3619
Si	12.2127	4.7708	13.8681	-0.0425	-0.0701	0.162
Si	14.7289	9.4097	18.1065	-0.1785	-0.07	-0.1254
Si	4.6758	1.8201	15.874	-0.1444	0.1062	0.1052
Si	7.4744	2.3454	14.9088	0.1239	0.0467	-0.0565
Si	7.6488	10.1305	12.2884	0.0094	-0.0284	0.196
Si	7.9695	9.9891	17.0533	0.1768	0.101	-0.2326
Si	14.5371	2.6389	18.1977	-0.0262	0.0665	-0.2549
O	8.2954	10.233	13.7611	-0.0127	0.1565	-0.2308
O	10.7071	8.2368	21.4798	0.3816	0.0768	0.128
O	2.1137	5.104	-1.7533	-0.1372	-0.3032	0.7023
O	6.2454	9.5524	20.1727	0.0739	0.0212	-0.0349
O	5.499	11.8339	19.2838	0.0278	-0.1404	0.2742
O	-0.8256	-0.3865	13.9949	0.0648	0.0927	0.0612
O	7.4641	7.5879	21.2622	-0.0914	-0.0756	0.1447
O	14.6815	10.3941	19.3775	0.2054	0.0664	-0.0402
O	5.7986	7.8458	-1.8587	0.0195	0.1985	0.6384
O	0.0367	3.3553	13.3998	0.4014	0.0065	-0.1843
O	5.587	2.7024	-3.1209	0.0531	0.1845	0.4898
O	4.2682	2.576	14.4923	0.3034	-0.1619	-0.0659
O	12.6346	3.9152	21.2349	-0.2291	0.0993	0.4399
O	9.8297	1.868	19.521	0.2797	-0.1854	0.0495
O	12.3573	10.1735	21.694	-0.4175	0.4093	0.0629
O	6.7155	2.7986	13.5164	-0.2061	-0.1912	0.2165
O	11.9056	0.5517	18.611	-0.2571	0.1694	0.3201
O	11.6213	1.113	21.2849	-0.0234	-0.511	0.3442
O	2.1267	7.9583	9.9386	-0.1031	-0.098	-0.702
O	13.1378	7.7927	12.5921	-0.0056	-0.0971	-0.2775
O	2.0946	3.1318	11.7202	-0.1065	0.0409	0.1423
O	9.7029	5.8626	16.1462	0.0258	-0.1445	0.0794
O	12.0394	5.1226	15.4399	-0.2131	0.202	-0.2365
O	7.818	10.8425	18.4307	-0.2199	-0.1158	0.1818
O	5.7965	3.2083	8.681	0.0192	-0.2866	-0.7673
O	6.5042	8.9662	12.2348	-0.0907	0.2824	-0.3607
O	8.1646	3.6815	15.5446	-0.0287	-0.0544	0.1118
O	6.2468	7.2043	18.9124	0.0651	0.2347	0.2292
O	2.3686	10.0413	16.853	0.3681	-0.0366	0.1365
O	8.9729	4.0128	18.0456	0.2048	-0.0452	-0.2107
O	9.7357	3.1198	8.6266	0.0497	-0.3161	-0.7873
O	4.0609	8.0164	11.7726	-0.0231	0.1029	-0.3412
O	9.7826	5.9531	8.6455	-0.0044	0.4289	-0.6867
O	10.2432	8.3245	9.7154	-0.0954	-0.1496	-0.2098
O	10.1064	0.5691	9.3648	0.0755	0.2706	-0.1697
O	5.7366	8.4656	9.7416	-0.009	-0.2044	-0.4221
O	5.837	6.0119	8.687	-0.0481	0.3216	-0.7834
O	14.1703	7.9075	18.3491	-0.1752	0.1635	0.1461
O	4.7374	9.3571	17.651	-0.1055	0.0282	-0.0719
O	2.822	5.7541	11.2832	-0.1036	0.1336	0.0242
O	7.3344	5.7131	17.0817	0.0928	0.2009	0.0506
O	8.6189	1.2074	14.6517	-0.1162	-0.1064	0.0372
O	1.3088	12.0463	9.4196	0.1007	0.3264	-0.2285
O	10.3471	10.6673	20.1276	0.1716	-0.0504	0.1717
O	13.3099	2.29	17.2041	0.0252	-0.1063	0.2764
O	5.8078	12.3698	9.6842	-0.0554	0.1507	-0.3095
O	9.2071	10.6015	16.1809	-0.2642	0.0144	-0.0558
O	11.823	7.0061	17.3213	0.1045	0.0391	0.2206
O	4.5409	4.0472	12.3759	-0.2639	-0.2293	0.0707
O	6.6445	10.153	16.1027	-0.0051	-0.263	0.2587
O	15.8194	2.7024	17.1942	-0.1644	-0.2677	-0.0192
O	4.8391	1.4647	12.1154	0.1737	-0.0678	-0.1182
O	8.7854	9.8334	11.1894	0.1135	-0.0141	0.0546
O	1.9057	5.8404	8.5111	0.0244	0.4723	-0.3981
O	4.6783	10.5073	11.1294	0.3072	-0.0365	-0.1091
O	-0.1597	7.6102	14.7913	0.0435	-0.1817	-0.1528
O	13.8279	4.8215	13.6562	-0.1832	-0.1372	-0.4192
O	10.6677	2.2953	17.0689	0.1426	0.0098	0.456
O	14.1247	4.0045	18.9815	-0.3503	-0.0685	0.2105
O	9.4129	8.4477	-1.7998	0.2656	-0.0742	0.2278
O	3.8655	0.3989	15.8222	0.034	-0.0464	-0.0309
O	4.7448	7.6346	21.0945	-0.0853	-0.212	0.4503
O	11.4291	5.8563	12.925	0.284	0.188	0.2286
O	5.7224	5.0097	-1.8791	0.2003	-0.3748	0.5679
O	2.121	7.922	-1.9248	-0.1162	0.3135	0.6853
O	0.5453	0.4344	15.9302	0.043	0.0606	-0.0233
O	5.8851	7.5932	16.1993	0.1847	0.3665	0.3975
O	15.509	11.5972	21.4424	0.0487	0.2021	0.0771
O	8.1016	8.3812	17.3965	-0.3549	0.0584	0.0349
O	12.7312	6.1296	19.646	-0.0238	0.0217	0.0579
O	11.4226	3.9653	18.9555	0.1553	-0.0835	0.1054
O	6.9777	11.5553	11.901	-0.1517	-0.201	-0.128
O	14.7424	1.4975	19.3168	0.1009	-0.1354	0.0698
O	6.3102	1.7098	15.8805	-0.0504	0.0721	-0.2093
O	11.9618	8.7274	19.3111	-0.0478	0.1535	0.3499
O	-0.186	10.4666	10.9329	-0.0497	-0.0089	-0.1125
O	10.5894	8.3583	12.364	0.0862	0.1384	-0.4111
O	1.8861	3.0203	8.5747	0.0422	-0.2584	-0.7435
O	4.273	9.4657	15.0389	0.0606	0.1736	0.4438
O	1.3406	1.1509	13.4228	-0.1873	0.0549	-0.1427
O	1.9188	10.4691	14.3668	-0.0115	0.2456	0.1739
O	-0.1123	1.6418	11.3347	0.1417	-0.4132	-0.3025

Results
free energy: -50301.641 eV
free energy less fixed offsets of O -463.61, Si -117.95 eV per atom: -18.821 eV
pressure: -1.92 GPa
stress xx, yy, zz, yz, xz, xy (GPa, positive in tension): 0.89, 3.17, 1.69, 0.16, -0.04, 0.53
